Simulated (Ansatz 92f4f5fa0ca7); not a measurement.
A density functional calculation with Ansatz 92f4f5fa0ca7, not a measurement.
Periodic cell of 215 atoms, Si133O82, from a study of silicon, its oxide and their interface. The atomic structure is a simulated model.
Doubt: the cutoff is far below the 930 eV that the study's wrapper takes by default for these files, so forces and energies are approximate.
This geometry differs little from another in the collection (a relaxation step or a small displacement).

Settings: functional PBE; potential files Ansatz PAW; basis plane waves; wave-function cutoff 580 eV; density cutoff ratio 5; exchange-correlation grid ratio 1; k mesh 1 x 1 x 1, Gamma-centred; self-consistency stop 5e-08 eV per atom in the density residual; occupations fixed; spin none; net charge 0.

Cell vectors (angstrom)
a 10.938 0 0
b 0 10.938 0
c 0 0 31.9979

Atoms: element, x, y, z (angstrom)
Si 0.4479 -0.4529 24.6553
Si 5.8305 -0.5612 24.6424
Si 2.0051 3.3291 24.6394
Si 7.81 3.0455 24.6048
Si 0.2898 5.0956 24.7223
Si 5.9718 4.771 24.4787
Si 2.2264 8.8271 24.6498
Si 7.5264 8.6524 24.5078
Si 1.3103 1.3984 25.8752
Si 6.7677 1.3202 25.816
Si 4.0476 4.0637 25.7465
Si 9.4959 4.0754 25.9377
Si 1.3674 6.8846 25.8004
Si 6.7593 6.7395 25.7197
Si 4.0532 9.5665 25.9436
Si 9.4714 9.5324 25.6998
Si 2.7324 0.0711 27.2459
Si 8.2151 0.0102 27.1734
Si -0.0502 2.7192 27.2634
Si 5.405 2.7095 27.1886
Si 2.7703 5.511 27.1724
Si 8.1755 5.5255 27.216
Si -0.0599 8.2107 27.1663
Si 5.4466 8.1293 27.2018
Si 4.1018 1.3673 28.5797
Si 9.5708 1.3673 28.5797
Si 1.3673 4.1018 28.5797
Si 6.8362 4.1018 28.5797
Si 4.1018 6.8362 28.5797
Si 9.5708 6.8362 28.5797
Si 1.3673 9.5708 28.5797
Si 6.8362 9.5708 28.5797
Si 0 0 29.9469
Si 5.469 0 29.9469
Si 2.7345 2.7345 29.9469
Si 8.2035 2.7345 29.9469
Si 0 5.469 29.9469
Si 5.469 5.469 29.9469
Si 2.7345 8.2035 29.9469
Si 8.2035 8.2035 29.9469
Si 1.3673 1.3673 31.3142
Si 6.8362 1.3673 31.3142
Si 4.1018 4.1018 31.3142
Si 9.5708 4.1018 31.3142
Si 1.3673 6.8362 31.3142
Si 6.8362 6.8362 31.3142
Si 4.1018 9.5708 31.3142
Si 9.5708 9.5708 31.3142
Si 2.7345 0 0.6835
Si 8.2035 0 0.6835
Si 0 2.7345 0.6835
Si 5.469 2.7345 0.6835
Si 2.7345 5.469 0.6835
Si 8.2035 5.469 0.6835
Si 0 8.2035 0.6835
Si 5.469 8.2035 0.6835
Si 4.1018 1.3673 2.0507
Si 9.5708 1.3673 2.0507
Si 1.3673 4.1018 2.0507
Si 6.8362 4.1018 2.0507
Si 4.1018 6.8362 2.0507
Si 9.5708 6.8362 2.0507
Si 1.3673 9.5708 2.0507
Si 6.8362 9.5708 2.0507
Si 0 0 3.418
Si 5.469 0 3.418
Si 2.7345 2.7345 3.418
Si 8.2035 2.7345 3.418
Si 0 5.469 3.418
Si 5.469 5.469 3.418
Si 2.7345 8.2035 3.418
Si 8.2035 8.2035 3.418
Si 1.4353 1.3691 4.7727
Si 6.9174 1.3502 4.8098
Si 4.0998 4.0463 4.7503
Si 9.5274 4.0783 4.7802
Si 1.4114 6.8685 4.7598
Si 6.8899 6.8899 4.8211
Si 4.1082 9.5499 4.8197
Si 9.5463 9.5322 4.8278
Si 2.8466 0.0706 6.207
Si 8.2605 -0.0097 6.2957
Si -0.002 2.6954 6.0841
Si 5.5178 2.7335 6.1187
Si 2.8156 5.4994 6.0769
Si 8.2858 5.5301 6.2061
Si 0.0719 8.2184 6.1766
Si 5.5465 8.2796 6.2459
Si 4.7104 0.9702 7.528
Si 10.1837 0.8714 7.4667
Si 0.986 4.5173 7.1915
Si 6.3855 4.608 7.2907
Si 4.6056 6.4189 7.3697
Si 10.2543 6.3226 7.4215
Si 1.043 10.0423 7.391
Si 6.4488 10.0624 7.6568
O 10.255 6.6266 9.0611
O 1.6098 9.5673 8.8896
O 6.808 9.651 9.2551
O 4.4488 1.5825 9.0578
O 9.9006 1.2832 9.0613
O 1.4377 3.8764 8.6352
O 4.1121 6.8824 8.9135
O 6.7898 4.0237 8.7905
O 10.6157 5.6091 23.2587
O 8.4397 2.3741 23.2033
O 5.6193 4.9285 22.869
O 11.4704 -0.1884 22.9884
O 7.358 8.4911 22.8273
O 2.5838 9.0857 23.0072
O 1.9396 3.1076 22.9978
O 5.4564 10.3101 23.0016
Si 4.2725 7.2411 20.2568
Si 13.4815 9.5366 19.3587
Si 1.7688 10.0671 10.4318
Si 12.8881 10.3953 22.2168
Si 11.4902 -0.0518 17.5483
Si 2.0037 3.8854 10.1369
Si 6.9749 4.6412 10.2759
Si 7.7012 9.425 10.6237
Si 2.2834 6.3232 14.3883
Si 5.8704 8.6666 13.1878
Si 11.2064 2.1126 19.8795
Si 10.2376 13.4063 13.1478
Si 8.8146 9.7142 18.0062
Si 9.3889 6.6748 10.4408
Si 2.6955 2.349 21.7756
Si 0.1473 4.9352 19.1912
Si -4.6623 5.5708 19.0564
Si 5.3488 5.646 13.9484
Si 11.0792 5.16 12.351
Si 14.8233 2.7061 16.4908
Si 3.7147 1.4823 10.514
Si 7.6961 1.9305 14.7667
Si -3.6788 11.5457 19.889
Si 1.3576 13.0894 15.3591
Si 12.7798 4.7639 16.7976
Si 9.0174 7.0007 19.5996
Si 4.8388 4.6273 21.4715
Si 8.8452 2.6318 21.6437
Si 6.2179 -1.6323 21.9338
Si 6.6262 -0.7965 15.9869
Si 9.9714 0.7023 10.5873
Si 4.2321 6.076 10.3294
Si -0.8189 5.4668 21.7366
Si 5.8588 2.9188 12.3998
Si 4.7519 0.3759 18.1512
Si 6.5653 4.1042 16.2416
Si 3.0651 8.2045 12.4031
O 8.3835 5.4056 10.4249
O 3.8158 5.8042 14.4348
O 2.9966 2.1883 15.2159
O 5.4275 2.9346 16.0962
O 1.7345 6.1281 15.9054
O 12.6127 -1.1711 17.9931
O 0.2803 0.867 18.8587
O 5.8063 5.7436 10.5725
O 2.938 11.7233 22.2296
O 3.7732 12.5314 17.676
O 2.3082 7.8403 13.8121
O 11.6778 2.0991 13.8517
O 5.0276 6.6279 18.9242
O 6.941 10.266 20.8414
O 6.2896 9.3101 14.6276
O -0.689 1.9071 21.1962
O 6.8006 9.2147 11.9672
O 6.2992 5.3508 15.2353
O 5.9274 15.4571 20.2568
O 10.6344 3.3773 19.0111
O 5.2158 -2.6745 21.1532
O 10.0528 1.938 11.6277
O 8.6532 10.7239 10.8697
O 5.2757 4.3311 12.9809
O 4.0755 3.1815 21.519
O -1.9308 4.2649 21.5047
O -3.4491 6.5381 19.4771
O 12.6189 -0.9023 20.6552
O 8.4199 11.0504 18.8594
O 5.2621 10.4682 16.8397
O 5.9477 7.0254 13.2962
O 13.8839 7.9882 19.6767
O 14.8736 10.3693 19.1886
O 6.9603 3.3604 11.2794
O 4.3433 9.1295 12.807
O 12.3868 5.2133 18.2945
O 6.6611 15.6462 17.7372
O 0.8321 4.4641 11.0658
O 10.3098 6.496 11.7912
O 9.9198 5.9656 18.7071
O 1.7911 -8.5593 20.4181
O 7.3733 0.5993 15.6256
O 2.3472 2.3653 10.5712
O 3.8721 5.9345 21.1841
O 5.9713 1.0351 18.9938
O 1.9274 8.8177 11.4429
O -3.2456 1.952 20.706
O 9.1444 1.7355 14.0824
O 9.162 8.5136 19.0513
O 0.4821 5.169 20.7773
O 7.6266 9.2786 16.9633
O 10.1408 -0.8612 17.1387
O 10.0555 4.0979 13.0615
O 6.571 2.0806 13.5885
O 3.6318 6.8962 11.5906
O 3.1534 -0.035 10.6746
O 9.4697 6.8687 21.1773
O 0.961 11.7815 16.2502
O 0.3911 10.7961 10.8439
O 1.3243 5.4684 13.4046
O 8.6243 8.0984 10.4575
O 4.7266 1.9606 11.7056
O 0.9297 3.5507 16.1398
O 7.8655 3.2537 15.7388
O 3.4153 4.6815 10.2226
O 14.291 4.1703 16.9677

Results
free energy: -131184.729 eV
free energy less fixed offsets of O -568.88, Si -635.61 eV per atom: -0.439 eV

Forces (eV/angstrom), in the order of the atoms: element, x, y, z
Si -0.0263 0.0248 -0.0143
Si -0.0283 0.0216 -0.0057
Si 0.0221 -0.0271 -0.0067
Si 0.0107 -0.004 0.0007
Si -0.011 0.0195 0.0094
Si -0.0048 -0.0004 0.0263
Si 0.0268 -0.017 -0.0124
Si 0.0268 -0.0278 -0.0165
Si 0.0039 0.0065 0.0058
Si 0.0001 0.0028 0.0052
Si 0.0079 0 0.008
Si 0.0019 0.0014 0.0033
Si -0.0041 -0.0038 0.0043
Si 0.0042 -0.0022 0.0091
Si -0.0021 0.0007 0.0116
Si 0.004 0.0029 0.0091
Si -0.0032 -0.0036 0.0059
Si -0.0005 -0.0057 -0.0011
Si 0.0004 -0.0007 0.0037
Si 0.0029 -0.0009 0.0022
Si -0.0029 -0.0005 0.0019
Si -0.0044 0.0008 0.0031
Si 0.0022 0.0043 -0.0029
Si 0.0007 0.0007 0.0018
Si 0.0386 0.1734 0.6017
Si -0.2608 -0.2998 0.4259
Si 0.1344 0.1798 -0.2896
Si -0.2936 -0.0141 -0.309
Si -0.0369 -0.1798 0.433
Si -0.0363 0.1408 0.1479
Si -0.2695 0.1115 -0.319
Si 0.0628 -0.2125 -0.4321
Si -0.0525 -0.0479 0.0278
Si -0.0689 0.0159 -0.0334
Si 0.0888 0.0068 0.0222
Si -0.0294 -0.097 -0.0445
Si 0.0256 0.0123 -0.0372
Si -0.0901 -0.058 0.0331
Si 0.0119 -0.0784 -0.0531
Si 0.0433 0.0073 0.0156
Si 0.0008 0.0498 -0.0364
Si 0.0343 0.0408 -0.0193
Si -0.0208 0.0069 -0.0171
Si -0.0113 -0.0099 -0.0345
Si -0.0102 0.05 -0.0221
Si 0.0025 0.0034 -0.0339
Si -0.0258 0.0011 -0.0296
Si 0.0009 0.0121 -0.0074
Si 0.0126 0.0106 0.0237
Si 0.0161 -0.0188 0.0255
Si 0.0081 -0.0263 0.0166
Si -0.0629 -0.0104 0.014
Si 0.0143 -0.0222 0.0201
Si 0.024 -0.0041 0.0214
Si 0.0071 -0.0347 0.0185
Si 0.0173 -0.0431 0.0182
Si -0.0069 0.0786 0.02
Si 0.0069 0.103 0.0237
Si 0.0178 -0.0152 -0.0022
Si 0.026 -0.0408 -0.0092
Si -0.0044 0.0863 0.0215
Si -0.0071 0.0337 0.0131
Si 0.0198 -0.0147 -0.0011
Si 0.0196 0.0186 0.0025
Si 0.0472 -0.1589 0.3968
Si 0.1809 -0.0606 0.3666
Si -0.0435 -0.0324 -0.6537
Si -0.0711 -0.075 -0.385
Si -0.0048 -0.0514 0.242
Si 0.2357 0.0967 0.3502
Si 0.2561 0.2564 -0.3356
Si 0.0758 0.1147 -0.3023
Si 0 0.0042 -0.0019
Si -0.0005 0.0035 0.0006
Si 0.0035 -0.0008 -0.0048
Si 0.0029 0.0013 -0.0044
Si 0.0004 0.0024 -0.0024
Si 0.0002 0.0022 -0.0031
Si 0.0014 -0.0002 -0.0026
Si 0.0033 -0.001 -0.005
Si -0.0087 -0.0051 -0.0078
Si 0.0044 0.0022 -0.0092
Si -0.0028 -0.0029 -0.0006
Si -0.0009 -0.0035 0.001
Si -0.0025 -0.0029 -0.0057
Si -0.0086 -0.0042 -0.0117
Si -0.0008 -0.0009 -0.004
Si -0.0032 -0.0005 -0.0064
Si 0.0015 -0.006 -0.0029
Si -0.0221 0.0204 0.0089
Si 0.0139 -0.0082 -0.0061
Si 0.008 -0.008 -0.006
Si -0.0149 0.0094 0.0091
Si -0.0193 0.015 0.0236
Si 0.0143 -0.0148 0.0007
Si 0.0056 -0.0029 0.0179
O 0.0081 0.0011 -0.016
O 0.0067 -0.0043 -0.012
O -0.0101 0.0032 -0.0196
O -0.0011 0.004 -0.0023
O -0.0026 0.0022 -0.0257
O 0.007 -0.0011 0.0194
O -0.0032 0.0024 -0.0178
O 0.0061 -0.0051 -0.0157
O -0.0035 0.0025 0.0061
O -0.005 0.0017 0.0131
O 0.0037 0.0118 -0.004
O -0.0036 -0.0068 0.0169
O 0.0075 0.0042 0.0184
O -0.0033 -0.0006 0.0155
O -0.0149 0.014 0.0099
O -0.0013 0.0033 0.0093
Si -0.0024 -0.0017 0.0083
Si -0.0052 0.0155 0.0078
Si -0.001 0 0.0049
Si 0.0036 -0.0009 -0.0173
Si -0.0013 0.0011 -0.0001
Si -0.0329 -0.013 0.0083
Si -0.0103 0.0023 0.0182
Si 0.0039 -0.0025 0.0194
Si -0.002 -0.0142 -0.0104
Si 0.0022 -0.0049 -0.0087
Si 0.0086 -0.0029 -0.0045
Si 0.0007 -0.0012 -0.0072
Si 0.0017 -0.0016 0.0018
Si -0.0068 -0.0032 0.0153
Si 0.0101 -0.0101 -0.0128
Si 0.0064 0.0068 -0.0052
Si -0.0012 0.0014 -0.0056
Si -0.0001 -0.0001 -0.0068
Si 0.0171 -0.0012 -0.0157
Si -0.0027 -0.0011 0.0004
Si -0.01 0.0106 0.0165
Si 0.0011 -0.0004 -0.0026
Si -0.0011 -0.0018 0.0026
Si 0.0039 0.0019 0.0051
Si 0.0019 -0.0085 -0.0002
Si 0.0104 0.0088 0.0031
Si -0.0121 -0.0024 -0.0274
Si 0.0022 -0.0053 -0.009
Si -0.0092 0 -0.0185
Si 0.0018 -0.0017 0.0032
Si 0.0066 0.0125 0.0118
Si 0.0123 0.0151 0.0172
Si 0.0013 0.0043 -0.0254
Si 0.0047 0.0027 -0.0103
Si -0.0053 0.0088 0.004
Si -0.0036 -0.0134 -0.003
Si 0.0044 -0.0146 -0.006
O 0.0102 0.0045 0.0047
O -0.0119 0.0047 0.0008
O -0.0029 -0.0015 0.0043
O 0.0054 0.0053 0
O 0.0018 0.0014 -0.0139
O 0.0063 -0.0035 -0.0009
O 0 0.0098 0.0042
O -0.001 -0.0012 0.0028
O 0.0067 0.0023 0.0028
O 0.0019 -0.0051 0.0005
O -0.0006 -0.0042 0.004
O -0.0075 0.0026 0.0014
O -0.004 0.0017 -0.0029
O -0.001 -0.0027 0.003
O -0.001 -0.0021 -0.0002
O -0.0048 0.0033 0.0037
O 0.0081 0.0051 -0.0059
O -0.0045 0.0049 -0.0033
O -0.0015 -0.0158 0.0072
O 0.0011 -0.0021 -0.0023
O 0.0069 0.0058 0.0024
O -0.002 -0.0048 0.0032
O -0.0137 -0.0141 0.0057
O 0.0001 0.0015 0.0105
O -0.0024 -0.0027 0.0033
O -0.0027 -0.002 0.0041
O -0.0039 0.0058 -0.006
O -0.0017 -0.0022 0.0004
O -0.0039 0.0042 -0.0026
O -0.0022 0.0003 -0.0016
O -0.0035 0.0038 0.0085
O 0.0043 -0.0103 -0.0057
O -0.0027 -0.0081 -0.0014
O -0.0009 -0.0034 0.0106
O -0.0012 0.0016 0.0078
O -0.0085 0.0009 0.0032
O -0.0005 0.0011 -0.0008
O 0.0163 -0.0009 0.0097
O 0.0083 -0.0089 0.007
O 0.0009 -0.0031 -0.0019
O -0.0058 -0.0003 -0.0065
O 0.0009 0.0042 -0.0015
O 0.0078 0.01 -0.0053
O -0.002 -0.004 0.0031
O 0.0045 0.0001 -0.0011
O -0.0047 0.0077 0.0015
O 0.0033 0.0064 0.0019
O 0.0018 -0.0007 0.0028
O -0.0021 -0.0054 -0.0032
O -0.0034 -0.0016 0.0163
O 0.0043 0.0007 0.0005
O -0.0058 -0.0018 0.0017
O 0.0093 0.0032 0.0058
O -0.0036 0.0021 0.0028
O 0.0022 -0.0027 0.0003
O 0.0015 0.0007 0.0023
O 0.006 -0.0048 0.0141
O -0.0012 0.0003 0.0023
O 0.0057 -0.003 0.0027
O -0.011 0.0079 0.0072
O -0.0075 0.0083 -0.0043
O -0.0057 -0.0053 -0.0011
O 0 -0.002 -0.0014
O 0.0035 -0.0026 -0.0008
O 0.0031 -0.0065 0.0056
O -0.0011 0.0063 -0.0021

The program warned: the cutoff lies below the one the program advises for these potential files; the forces do not sum to zero within the program's tolerance; the exchange-correlation potential is rough where the density is thin.
